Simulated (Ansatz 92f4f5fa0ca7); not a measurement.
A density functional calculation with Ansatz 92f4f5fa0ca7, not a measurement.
Periodic cell of 212 atoms, Si132O80, from a study of silicon, its oxide and their interface. The atomic structure is a simulated model.
Doubt: the cutoff is far below the 930 eV that the study's wrapper takes by default for these files, so forces and energies are approximate.

Settings: functional PBE; potential files Ansatz PAW; basis plane waves; wave-function cutoff 580 eV; density cutoff ratio 5; exchange-correlation grid ratio 1; k mesh 1 x 1 x 1, Gamma-centred; self-consistency stop 5e-08 eV per atom in the density residual; occupations fixed; spin none; net charge 0.

Cell vectors (angstrom)
a, 10.938, 0, 0
b, 0, 10.938, 0
c, 0, 0, 31.3232

Atoms: element, x, y, z (angstrom)
Si, -0.7612, 0.4791, 23.8329
Si, 5.8679, -0.4555, 24.0884
Si, 2.1913, 3.4645, 23.762
Si, 8.6211, 2.3655, 24.0348
Si, 0.452, 5.2415, 23.8981
Si, 4.9337, 6.0916, 23.9219
Si, 3.056, 7.6966, 23.9009
Si, 7.6706, 8.7959, 24.0588
Si, 1.2619, 1.4676, 24.8563
Si, 6.8195, 1.3875, 25.2173
Si, 4.0152, 4.2153, 25.1
Si, 9.6284, 4.1676, 25.149
Si, 1.3947, 6.8396, 25.3193
Si, 6.7538, 6.9285, 25.1646
Si, 4.0276, 9.5215, 25.1476
Si, 9.4759, 9.6846, 25.2825
Si, 2.6535, 0.0683, 26.3972
Si, 8.1441, 0.0679, 26.6591
Si, 0.0154, 2.7469, 26.5033
Si, 5.4055, 2.7959, 26.4805
Si, 2.7423, 5.4757, 26.6362
Si, 8.1755, 5.5039, 26.4781
Si, -0.0374, 8.2522, 26.5389
Si, 5.4109, 8.2378, 26.593
Si, 4.1018, 1.3673, 27.905
Si, 9.5708, 1.3673, 27.905
Si, 1.3673, 4.1018, 27.905
Si, 6.8362, 4.1018, 27.905
Si, 4.1018, 6.8362, 27.905
Si, 9.5708, 6.8362, 27.905
Si, 1.3673, 9.5708, 27.905
Si, 6.8362, 9.5708, 27.905
Si, 0, 0, 29.2722
Si, 5.469, 0, 29.2722
Si, 2.7345, 2.7345, 29.2722
Si, 8.2035, 2.7345, 29.2722
Si, 0, 5.469, 29.2722
Si, 5.469, 5.469, 29.2722
Si, 2.7345, 8.2035, 29.2722
Si, 8.2035, 8.2035, 29.2722
Si, 1.3673, 1.3673, 30.6395
Si, 6.8362, 1.3673, 30.6395
Si, 4.1018, 4.1018, 30.6395
Si, 9.5708, 4.1018, 30.6395
Si, 1.3673, 6.8362, 30.6395
Si, 6.8362, 6.8362, 30.6395
Si, 4.1018, 9.5708, 30.6395
Si, 9.5708, 9.5708, 30.6395
Si, 2.7345, 0, 0.6835
Si, 8.2035, 0, 0.6835
Si, 0, 2.7345, 0.6835
Si, 5.469, 2.7345, 0.6835
Si, 2.7345, 5.469, 0.6835
Si, 8.2035, 5.469, 0.6835
Si, 0, 8.2035, 0.6835
Si, 5.469, 8.2035, 0.6835
Si, 4.1018, 1.3673, 2.0507
Si, 9.5708, 1.3673, 2.0507
Si, 1.3673, 4.1018, 2.0507
Si, 6.8362, 4.1018, 2.0507
Si, 4.1018, 6.8362, 2.0507
Si, 9.5708, 6.8362, 2.0507
Si, 1.3673, 9.5708, 2.0507
Si, 6.8362, 9.5708, 2.0507
Si, 0, 0, 3.418
Si, 5.469, 0, 3.418
Si, 2.7345, 2.7345, 3.418
Si, 8.2035, 2.7345, 3.418
Si, 0, 5.469, 3.418
Si, 5.469, 5.469, 3.418
Si, 2.7345, 8.2035, 3.418
Si, 8.2035, 8.2035, 3.418
Si, 1.4203, 1.339, 4.7918
Si, 6.9035, 1.307, 4.7509
Si, 4.0578, 4.152, 4.6817
Si, 9.6583, 4.0406, 4.8833
Si, 1.4056, 6.7807, 4.9202
Si, 6.8548, 6.7792, 4.7152
Si, 4.1292, 9.5113, 4.8597
Si, 9.6445, 9.4915, 4.7033
Si, 2.7435, -0.0438, 6.2218
Si, 8.3241, -0.0869, 6.0539
Si, 0.1684, 2.6633, 6.3361
Si, 5.442, 2.7388, 5.8595
Si, 2.8421, 5.3695, 6.3377
Si, 8.1805, 5.4277, 6.1221
Si, -0.0389, 8.1696, 6.2452
Si, 5.5165, 8.0527, 6.181
Si, 3.8696, 1.7607, 7.2717
Si, 10.1011, 0.773, 7.3539
Si, 2.1111, 3.4562, 7.6126
Si, 6.38, 4.367, 7.2427
Si, 4.7782, 6.1868, 7.513
Si, 8.9845, 7.2512, 7.3784
Si, 0.9284, 9.9643, 7.4706
Si, 7.2979, 9.1187, 7.2571
O, 1.3373, 9.514, 9.0373
O, 2.0846, 3.6828, 9.291
O, 9.4849, 1.0506, 8.8743
O, 6.7177, 9.8256, 8.6579
O, 4.7777, 1.4869, 8.6686
O, 4.7439, 6.325, 9.1765
O, 6.6116, 3.5781, 8.7103
O, 9.1713, 6.5738, 8.9012
O, 2.7282, 3.4677, 22.1732
O, 5.3209, 10.8415, 22.5546
O, 8.2606, 3.014, 22.5526
O, 0.2294, 6.086, 22.434
O, 8.2112, 8.6639, 22.4749
O, 2.3382, 7.8127, 22.3716
O, 5.4611, 5.9333, 22.3584
O, 9.9136, 10.7925, 22.2753
Si, 4.9092, -0.7331, 18.5716
Si, -0.8413, 4.0455, 16.9806
Si, 1.466, 2.9183, 18.3197
Si, 2.9255, 4.2571, 20.7493
Si, -0.3667, 8.5917, 19.2604
Si, 4.2746, 6.5339, 10.7318
Si, 8.769, 9.8698, 21.5067
Si, 7.6019, 1.964, 11.8641
Si, 8.9313, -3.9643, 17.0325
Si, 3.9622, 8.2807, 14.349
Si, -2.7031, 4.8928, 12.7565
Si, 7.0155, 9.5105, 10.2267
Si, -5.123, 1.6166, 16.8776
Si, 2.2237, 6.2817, 15.6175
Si, 19.6443, -3.9315, 10.4024
Si, 8.3515, 1.982, 18.4858
Si, 6.1187, 7.4872, 18.4285
Si, 1.3208, 6.8749, 21.4558
Si, 5.648, 2.555, 9.5649
Si, 9.5533, 0.5169, 10.4077
Si, -0.1517, 0.3692, 17.8544
Si, 13.9565, 14.752, 10.6491
Si, 0.1857, 5.413, 13.7639
Si, 10.8123, 8.116, 12.2872
Si, 17.2702, 6.9035, 13.215
Si, 8.5887, 8.6508, 14.2729
Si, 5.992, 0.4506, 21.1821
Si, 7.488, 3.0102, 21.1312
Si, 5.7325, 5.4635, 20.8271
Si, 7.7718, 0.684, 14.5053
Si, 12.3486, -0.9027, 10.5943
Si, 1.9445, 2.8406, 13.3464
Si, 4.0865, 9.4575, 11.4671
Si, -0.224, 1.698, 15.0843
Si, 3.5746, -2.7413, 17.1874
Si, 3.4219, 3.3594, 15.941
O, 9.1522, 1.7285, 11.4073
O, 7.1248, 0.9322, 13.0307
O, 2.4776, 2.7593, 11.7971
O, 9.1824, 0.6045, 18.168
O, 9.4158, 5.4702, 16.6929
O, 2.1802, 5.7049, 20.7185
O, 11.2892, 6.6509, 12.7462
O, -3.4876, 6.9381, 17.6998
O, -4.1819, 1.8728, 18.1898
O, 3.6471, 8.0358, 10.7852
O, 4.4782, 4.5388, 20.3546
O, 11.6136, 5.8989, 15.2614
O, -6.0206, 0.3301, 17.3282
O, -0.9644, 7.6066, 18.1126
O, 9.6011, 4.8462, 13.6425
O, 3.9613, -1.6074, 13.1052
O, 17.1038, 9.1315, 18.553
O, 7.0841, 5.5566, 13.7026
O, 1.1673, 8.944, 11.7841
O, 8.3841, -0.625, 10.6719
O, 16.585, 9.8237, 11.0876
O, 3.8564, -1.9034, 15.7913
O, 10.0149, 8.8847, 13.4961
O, -2.3948, 2.4303, 20.0338
O, 0.3043, -1.0898, 18.4294
O, 7.3483, -3.0309, 10.2992
O, 5.955, -4.1607, 19.8906
O, 3.1732, 4.9787, 15.9087
O, 2.9603, 10.5361, 10.9108
O, 2.2499, 7.2616, 16.9461
O, 14.0733, 16.3388, 11.1054
O, 0.1147, 0.5631, 16.2354
O, 0.6499, 7.799, 20.2794
O, 3.5241, -1.6213, 18.3838
O, 4.9076, 2.915, 16.4628
O, 7.0747, 4.5376, 20.7467
O, 4.5792, 3.4475, 10.3883
O, 8.8617, -3.1895, 15.5977
O, -6.1392, 7.1513, 17.519
O, 7.9543, -0.8969, 14.8038
O, 7.5018, -0.1561, 21.0239
O, 4.9603, 0.0396, 19.9938
O, -4.168, 1.2879, 15.6142
O, 8.4754, 5.7004, 11.3483
O, 0.3841, 4.1334, 18.0658
O, 10.711, 3.2267, 15.6928
O, 9.8849, 7.9537, 10.972
O, 7.559, 8.014, 13.1511
O, 2.3626, 3.2745, 19.6008
O, -1.7131, 1.4097, 14.514
O, 16.288, 7.4307, 14.3774
O, 2.7714, 7.1509, 14.3282
O, 0.6961, 12.4567, 18.6416
O, 6.1426, 2.0779, 21.2284
O, 7.5815, 3.466, 12.4279
O, 0.8679, 1.6951, 13.851
O, 3.1893, 2.7964, 14.4162
O, 9.3725, 9.1825, 20.1805
O, 5.4951, 6.5538, 11.8441
O, 1.2362, 4.2892, 13.3231
O, 11.1077, 0.1554, 10.7618
O, 8.8689, 3.1463, 17.509
O, 2.37, 2.684, 16.9865
O, 6.5906, 1.7476, 10.6059

Results
free energy: -129410.385 eV
free energy less fixed offsets of O -568.88, Si -635.61 eV per atom: 0.535 eV

Forces (eV/angstrom), in the order of the atoms: element, x, y, z
Si, -0.0187, 0.054, 0.0114
Si, 0.0534, -0.0835, -0.0864
Si, -0.0513, 0.054, -0.037
Si, 0.0574, 0.0234, -0.1666
Si, 0.0144, -0.0311, -0.0815
Si, -0.0217, 0.0198, -0.0806
Si, 0.0558, -0.0016, -0.0184
Si, 0.0144, 0.1479, -0.0402
Si, -0.0069, -0.0364, 0.0015
Si, -0.0426, 0.0363, 0.0817
Si, 0.0478, -0.0291, 0.0702
Si, -0.0345, 0.0284, -0.0258
Si, -0.0304, 0.0113, 0.0115
Si, -0.0031, -0.061, 0.0271
Si, -0.0785, 0.0027, 0.004
Si, -0.0096, -0.0253, 0.0373
Si, -0.0162, 0.0105, 0.0161
Si, -0.0018, -0.0114, -0.1414
Si, 0.0521, -0.0149, -0.0047
Si, -0.0086, -0.0023, -0.0354
Si, -0.0134, -0.043, -0.1058
Si, 0.0167, 0.0227, 0.0167
Si, 0.0136, 0.0172, -0.0312
Si, 0.0268, 0.0037, -0.0311
Si, -0.3353, 0.0882, -0.7061
Si, 0.2849, 0.4491, 0.3577
Si, 0.0184, -0.3473, 0.332
Si, -0.1174, 0.1197, -0.4671
Si, 0.1362, 0.0449, 0.7557
Si, -0.2173, 0.0495, -0.2733
Si, -0.0056, 0.4509, -0.4384
Si, -0.3663, 0.0296, 0.6038
Si, 0.0614, 0.0329, 0.0266
Si, 0.0308, -0.1555, 0.0111
Si, -0.059, -0.0353, 0.0458
Si, 0.1511, 0.0391, -0.0048
Si, -0.0265, -0.0914, -0.0205
Si, 0.0379, 0.0749, 0.0492
Si, 0.1329, -0.0142, 0.006
Si, -0.0363, -0.0461, 0.0227
Si, 0.0126, 0.0072, 0.0177
Si, -0.0618, 0.043, -0.0394
Si, 0.0223, -0.0126, -0.0088
Si, -0.1111, 0.0286, -0.0098
Si, -0.0348, 0.0435, -0.0407
Si, -0.0102, -0.0226, 0.0128
Si, -0.0308, 0.0972, -0.0086
Si, -0.0395, 0.0266, -0.0163
Si, 0.0444, -0.0894, 0.0157
Si, 0.0063, -0.0244, 0.0166
Si, 0.0047, 0.0169, -0.0205
Si, 0.0844, -0.0559, 0.0339
Si, 0.021, 0.0105, 0.0111
Si, 0.0892, -0.0306, 0.0206
Si, 0.0258, -0.0524, 0.0249
Si, -0.019, 0.011, -0.0164
Si, -0.0462, 0.0481, 0.0179
Si, 0.0095, 0.0701, -0.0232
Si, -0.0692, -0.0994, -0.0506
Si, -0.0668, 0.0739, 0.0088
Si, 0.0761, -0.0003, -0.0575
Si, -0.1391, 0.0375, -0.0001
Si, -0.006, 0.1165, 0.0003
Si, -0.0612, -0.0392, -0.0306
Si, 0.3365, 0.0386, -0.2472
Si, -0.0281, -0.4122, 0.2755
Si, -0.2599, -0.042, -0.4603
Si, 0.5189, 0.0241, 0.2912
Si, 0.2516, -0.1304, 0.7261
Si, -0.1192, 0.133, -0.8434
Si, -0.0565, -0.2486, 0.6853
Si, 0.0224, -0.2614, -0.4985
Si, -0.0373, -0.0067, 0.0433
Si, 0.0192, -0.0087, 0.0248
Si, -0.0769, 0.0202, 0.0949
Si, 0.0002, 0.0025, 0.0012
Si, 0.0066, 0.0045, 0.016
Si, 0.015, 0.0493, 0.0562
Si, -0.029, -0.0141, -0.0033
Si, 0.0142, 0.0032, 0.0983
Si, 0.0311, -0.0314, 0.0051
Si, -0.0353, 0.0281, -0.0745
Si, -0.0013, 0.05, -0.0264
Si, 0.0242, -0.0137, 0.0679
Si, -0.028, 0.0229, -0.0402
Si, 0.0261, -0.0352, 0.0049
Si, 0.017, -0.0232, -0.0432
Si, 0.0008, 0.0257, -0.0376
Si, -0.0439, -0.0042, 0.0949
Si, 0.0327, -0.0593, 0.1006
Si, 0.0791, -0.0228, -0.0266
Si, 0.0106, 0.0581, 0.0309
Si, 0.0273, -0.0834, -0.0356
Si, -0.0412, 0.0163, 0.0158
Si, -0.0217, 0.0551, 0.0184
Si, 0.0412, -0.0379, 0.0755
O, -0.0172, 0.0174, 0.0246
O, 0.0074, 0.0013, 0.0451
O, 0.0282, -0.0328, 0.0004
O, -0.0037, -0.0154, -0.0043
O, -0.023, 0.0468, -0.0708
O, -0.0048, 0.0134, 0.0962
O, -0.0154, -0.0038, -0.0383
O, -0.0098, -0.0054, 0.0073
O, -0.0001, 0.0119, 0.0078
O, 0.0152, 0.0062, 0.0067
O, -0.0095, -0.0554, 0.0253
O, 0.0252, -0.0028, 0.0167
O, -0.0154, 0.0038, 0.0079
O, -0.0072, -0.0134, -0.0124
O, -0.0116, 0.0028, -0.0156
O, -0.0241, -0.0183, -0.0259
Si, 0.0136, -0.0072, -0.0211
Si, -0.0047, -0.0157, -0.003
Si, -0.0208, 0.0002, -0.011
Si, -0.0087, 0.0335, 0.0298
Si, -0.0031, -0.0029, -0.0065
Si, -0.0217, -0.0031, -0.0442
Si, 0.0243, 0.0055, 0.0869
Si, 0.0317, -0.0048, 0.021
Si, -0.0098, 0.0278, 0.0088
Si, 0.0148, 0.0102, 0.008
Si, 0.0001, -0.0164, 0.0509
Si, 0.0053, 0, -0.0251
Si, 0.0129, -0.0092, -0.0147
Si, -0.0038, 0.0021, 0.0071
Si, -0.0067, 0.0333, -0.0038
Si, 0.0113, -0.0069, -0.0437
Si, -0.0014, 0.0115, -0.0391
Si, -0.003, -0.0234, 0.0464
Si, -0.0326, 0.0101, -0.0554
Si, 0.0273, 0.0207, -0.0677
Si, -0.0051, -0.0001, -0.0149
Si, -0.0104, 0.026, -0.0454
Si, -0.0037, -0.0184, 0.0223
Si, 0.004, 0.0207, 0.0223
Si, -0.0185, -0.0045, 0.033
Si, 0.0132, 0.0096, 0.0409
Si, 0.032, 0.01, 0.0312
Si, 0.0062, 0.0388, 0.1009
Si, 0.0135, -0.0597, 0.054
Si, -0.0073, -0.0096, 0.026
Si, -0.0151, 0.0017, -0.0295
Si, -0.0137, 0.0172, 0.0359
Si, -0.0162, -0.0102, 0.0188
Si, 0.0041, -0.0164, 0.0265
Si, 0.0084, 0.0138, -0.0123
Si, -0.0096, -0.013, -0.0095
O, -0.0342, 0.0145, -0.0156
O, 0.0048, 0.0046, -0.0183
O, -0.0111, -0.0106, 0.0058
O, 0.001, 0.0034, 0.0137
O, 0.0045, -0.0134, -0.002
O, -0.0068, -0.0035, 0.0094
O, 0.003, -0.017, -0.0115
O, 0.0137, -0.0068, 0.0047
O, -0.0075, 0.0054, 0.0132
O, 0.0037, 0.0173, -0.0021
O, 0.0156, 0.0175, 0.0226
O, -0.0003, -0.0127, -0.0107
O, 0, 0.0023, 0.0027
O, -0.0257, -0.0143, -0.0107
O, 0.0134, 0.014, -0.0204
O, -0.0112, -0.0148, 0.0112
O, -0.0068, -0.0021, 0.0155
O, -0.0021, 0.0084, -0.0246
O, -0.0136, -0.0156, -0.0041
O, -0.0198, 0.0112, -0.0052
O, -0.0157, 0.0048, -0.0154
O, -0.0129, -0.0166, 0.0036
O, -0.012, -0.0074, -0.0165
O, 0.0064, 0.0048, 0.006
O, 0.0026, 0.0115, 0.001
O, 0.0023, -0.0136, -0.0035
O, -0.002, -0.0008, 0.013
O, 0, -0.0054, -0.0021
O, 0.0093, -0.0047, -0.0093
O, 0.0109, 0.0032, 0.0125
O, 0.0073, -0.0043, -0.0241
O, 0.0017, 0.0019, -0.0091
O, 0.0098, -0.0114, 0.0096
O, -0.0014, -0.0111, -0.0018
O, 0.0028, 0.0032, 0.0028
O, -0.0162, -0.0004, 0.005
O, -0.0045, 0.0009, 0.0073
O, -0.0032, -0.005, -0.008
O, -0.0126, 0.0016, 0.01
O, 0.0046, 0.0059, -0.0151
O, -0.023, 0.0104, -0.0008
O, -0.0064, -0.0003, 0.0057
O, -0.0001, 0.0004, -0.0116
O, -0.0015, -0.0212, -0.0101
O, -0.0039, -0.0045, 0.0093
O, -0.0081, 0.0056, -0.0108
O, 0.0225, -0.0089, -0.0009
O, -0.0072, -0.0111, -0.027
O, -0.0072, -0.0209, -0.0073
O, 0.0005, 0.0033, -0.0128
O, -0.0037, 0.0084, -0.0306
O, 0.0102, 0.003, -0.0149
O, 0.0033, 0.002, 0.0117
O, 0.0112, -0.0295, 0.013
O, -0.0015, 0.0082, -0.0159
O, 0.0073, 0.0051, -0.0231
O, 0.004, 0.0103, -0.008
O, 0.0115, -0.0147, -0.0204
O, 0.0137, -0.0013, -0.0031
O, -0.0111, 0.0045, -0.0211
O, 0.009, -0.0091, -0.005
O, 0.0087, 0.0211, 0
O, 0.0106, 0.0028, -0.0031
O, 0.0182, -0.0164, 0.0212

The program warned: the cutoff lies below the one the program advises for these potential files; the exchange-correlation potential is rough where the density is thin.
